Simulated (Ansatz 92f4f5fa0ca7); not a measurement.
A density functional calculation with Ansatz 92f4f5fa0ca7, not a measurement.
Periodic cell of 216 atoms, Si132O76H8, from a study of silicon, its oxide and their interface. The atomic structure is a simulated model.
Doubt: the cutoff is low for norm-conserving oxygen, so forces and energies are approximate.
This geometry differs little from another in the collection (a relaxation step or a small displacement).

Settings: functional HSE06; potential files SPMS norm-conserving; basis plane waves; wave-function cutoff 800 eV; density cutoff ratio 4; exchange-correlation grid ratio 1; k mesh 1 x 1 x 1, Gamma-centred; occupations fixed; spin none; net charge 0.

Cell vectors (angstrom)
a  10.938  0  0
b  0  10.938  0
c  0  0  31.5529

Atoms: element, x, y, z (angstrom)
Si  10.3801  0.4526  24.2007
Si  6.0465  10.5258  24.2428
Si  2.1711  3.1558  24.2425
Si  8.7232  2.2197  24.2255
Si  0.518  4.9278  24.1934
Si  4.7422  5.6742  23.9656
Si  3.3546  7.721  24.1191
Si  7.6246  8.6669  24.1628
Si  1.2592  1.346  25.4231
Si  6.9341  1.3439  25.5006
Si  3.9703  4.0671  25.4717
Si  9.6485  4.0358  25.4177
Si  1.4439  6.8212  25.2885
Si  6.6999  6.7243  25.1957
Si  4.2004  9.5302  25.3933
Si  9.4716  9.5531  25.3898
Si  2.7406  -0.024  26.7072
Si  8.23  -0.0301  26.8654
Si  0.0051  2.7181  26.8559
Si  5.4708  2.7317  26.7464
Si  2.711  5.5115  26.8207
Si  8.1858  5.4625  26.6597
Si  0.0148  8.1867  26.6784
Si  5.5124  8.1396  26.7725
Si  4.1018  1.3673  28.1347
Si  9.5708  1.3673  28.1347
Si  1.3673  4.1018  28.1347
Si  6.8362  4.1018  28.1347
Si  4.1018  6.8362  28.1347
Si  9.5708  6.8362  28.1347
Si  1.3673  9.5708  28.1347
Si  6.8362  9.5708  28.1347
Si  0  0  29.5019
Si  5.469  0  29.5019
Si  2.7345  2.7345  29.5019
Si  8.2035  2.7345  29.5019
Si  0  5.469  29.5019
Si  5.469  5.469  29.5019
Si  2.7345  8.2035  29.5019
Si  8.2035  8.2035  29.5019
Si  1.3673  1.3673  30.8692
Si  6.8362  1.3673  30.8692
Si  4.1018  4.1018  30.8692
Si  9.5708  4.1018  30.8692
Si  1.3673  6.8362  30.8692
Si  6.8362  6.8362  30.8692
Si  4.1018  9.5708  30.8692
Si  9.5708  9.5708  30.8692
Si  2.7345  0  0.6835
Si  8.2035  0  0.6835
Si  0  2.7345  0.6835
Si  5.469  2.7345  0.6835
Si  2.7345  5.469  0.6835
Si  8.2035  5.469  0.6835
Si  0  8.2035  0.6835
Si  5.469  8.2035  0.6835
Si  4.1018  1.3673  2.0507
Si  9.5708  1.3673  2.0507
Si  1.3673  4.1018  2.0507
Si  6.8362  4.1018  2.0507
Si  4.1018  6.8362  2.0507
Si  9.5708  6.8362  2.0507
Si  1.3673  9.5708  2.0507
Si  6.8362  9.5708  2.0507
Si  0  0  3.418
Si  5.469  0  3.418
Si  2.7345  2.7345  3.418
Si  8.2035  2.7345  3.418
Si  0  5.469  3.418
Si  5.469  5.469  3.418
Si  2.7345  8.2035  3.418
Si  8.2035  8.2035  3.418
Si  1.3514  1.3762  4.8545
Si  6.8225  1.3574  4.7346
Si  4.1116  4.1149  4.8327
Si  9.5917  4.1072  4.7279
Si  1.3539  6.8432  4.692
Si  6.8422  6.8572  4.8691
Si  4.0789  9.617  4.7144
Si  9.5459  9.5802  4.879
Si  2.7803  0.0022  6.1843
Si  8.1046  0.0618  6.2282
Si  -0.0289  2.8032  6.1914
Si  5.5275  2.7181  6.1556
Si  2.7045  5.5582  6.0999
Si  8.3067  5.4376  6.1732
Si  0.0689  8.1492  6.1499
Si  5.3987  8.3264  6.1398
Si  4.418  1.124  7.5116
Si  9.066  1.8963  7.3801
Si  1.0721  4.5204  7.4361
Si  7.3642  3.6203  7.356
Si  3.5981  7.3727  7.3274
Si  10.1384  6.3377  7.4213
Si  1.8829  9.0835  7.3485
Si  6.2339  10.1228  7.4687
H  1.5108  9.4298  8.7609
H  3.9557  6.9792  8.7279
H  6.9937  3.9733  8.7652
H  9.412  1.5554  8.8012
O  3.7236  1.9139  8.8487
O  6.6843  9.3585  8.871
O  9.5241  6.9579  8.8346
O  1.8892  3.9563  8.7989
H  8.3323  2.5692  22.8185
H  10.7598  0.1275  22.7834
H  0.132  5.1979  22.7729
H  2.5691  2.7872  22.8427
O  3.4009  8.4405  22.6074
O  4.5066  4.9095  22.4493
O  5.992  0.2257  22.7088
O  7.9138  8.4565  22.5468
Si  9.5195  -0.124  17.0039
Si  4.7182  3.9625  21.1029
Si  5.5229  -0.0863  17.1667
Si  10.6804  2.2787  15.5141
Si  9.198  2.348  12.6687
Si  1.4445  7.8725  11.7864
Si  8.7254  9.6668  14.3752
Si  8.9166  4.3953  16.9109
Si  8.8857  6.4476  14.6163
Si  1.7767  6.0125  16.4804
Si  6.8288  0.225  12.6224
Si  2.4723  2.6229  19.0948
Si  7.7578  10.7404  19.3122
Si  5.1634  2.4582  13.8736
Si  0.2102  4.5302  18.8334
Si  0.6241  10.4702  13.4037
Si  3.0295  8.0996  21.0637
Si  5.0156  4.6573  11.5693
Si  3.5202  -0.165  19.5258
Si  4.9226  6.0714  16.8488
Si  5.8695  1.041  21.324
Si  8.2074  8.0858  21.0071
Si  7.9672  5.2332  12.1366
Si  2.7973  2.1193  15.9926
Si  9.5242  7.3429  10.4037
Si  6.8432  9.0686  10.4513
Si  2.2843  10.0296  15.9687
Si  4.7826  8.5755  15.0774
Si  0.5162  8.5209  17.5396
Si  5.6137  6.5127  19.8218
Si  6.2054  3.0945  16.4149
Si  0.2138  7.046  20.3709
Si  0.9951  2.4241  12.0935
Si  0.8579  5.3435  13.648
Si  2.9915  3.1291  9.6896
Si  4.4778  7.6538  12.0036
O  10.2765  5.7953  14.0528
O  4.8924  3.4519  12.6413
O  4.233  7.1894  20.4119
O  9.078  6.0082  11.2324
O  3.8771  2.6065  14.8722
O  6.5151  10.4971  11.1781
O  1.3412  2.4968  15.3942
O  0.3865  7.8337  18.9738
O  6.982  7.1555  20.442
O  9.9409  10.2335  13.4241
O  7.6332  3.4192  17.1176
O  1.0416  10.2018  14.946
O  0.1407  7.7669  10.7753
O  8.0023  1.3142  12.3721
O  1.2167  0.9867  12.901
O  0.9069  3.1027  19.2061
O  5.707  1.5726  16.9318
O  1.0929  5.0808  17.5998
O  3.041  0.5152  16.0003
O  4.1934  10.5206  18.0662
O  5.5424  2.6242  21.5566
O  4.7777  8.4436  13.4289
O  5.3133  4.4784  16.6434
O  8.958  0.4482  18.4215
O  1.6957  9.6416  17.4411
O  4.4447  6.0329  12.2258
O  3.2161  8.8098  15.4549
O  1.2758  9.3049  12.5121
O  9.5678  4.5781  18.3982
O  2.9863  2.7374  17.5121
O  10.5441  1.0505  16.5599
O  6.6886  10.3057  18.1659
O  4.6734  0.3184  20.5353
O  6.4308  2.9388  14.7968
O  10.0623  3.6602  16.0466
O  2.8547  9.4302  20.1449
O  8.5637  5.787  16.0993
O  4.1537  4.1655  10.2591
O  8.3799  8.5017  10.7
O  7.2147  0.8951  20.3964
O  7.3493  9.922  13.548
O  8.9401  8.0799  14.7136
O  3.4181  3.4726  20.1691
O  9.8828  2.0133  14.1206
O  1.424  6.5105  12.673
O  8.5775  3.8245  12.6243
O  5.7043  8.011  10.9765
O  7.7112  6.0868  13.5194
O  10.084  9.3104  17.2441
O  8.2858  9.4236  20.0928
O  0.3014  5.4409  20.1659
O  0.8665  7.3774  16.4255
O  0.9996  3.8614  12.9389
O  8.5189  10.5693  15.7333
O  2.1467  2.4921  10.9509
O  9.6919  7.3874  21.0011
O  5.6224  4.9078  20.1285
O  3.0196  7.991  11.2868
O  10.3904  2.2671  11.5383
O  1.7737  5.3439  15.0012
O  3.3043  6.201  16.9879
O  5.3401  7.1343  15.6542
O  5.5245  9.881  15.8154
O  5.6288  6.6581  18.199
O  6.6062  4.9494  11.269
O  5.5115  0.969  13.2693
O  2.4242  1.0368  19.4682
O  1.5488  7.4127  21.2274

Results
free energy: -49127.269 eV
free energy less fixed offsets of H -15.86, O -447.96, Si -113.29 eV per atom: -1.149 eV
gap between the highest filled and lowest empty level on this k mesh: 1.501 eV

The program warned: the cutoff lies below the one the program advises for these potential files; the forces do not sum to zero within the program's tolerance; the exchange-correlation potential is rough where the density is thin.
